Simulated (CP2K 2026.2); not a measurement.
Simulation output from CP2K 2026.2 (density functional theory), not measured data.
Periodic cell of 534 atoms, Si358O176, from a study of silicon, its oxide and their interface. The atomic structure is a simulated model.
Doubt: the forces sum to 3.23 eV/angstrom along one axis rather than to zero, so they err by at least 0.0060 eV/angstrom per atom on average; the grid cutoff is modest.

Settings: functional PBE; method Gaussian and plane waves; basis set DZVP-MOLOPT-SR-GTH; pseudopotentials GTH-PBE; grid cutoff 350 Ry, relative cutoff 50 Ry; k points Gamma only; occupations fixed; spin none; net charge 0.

Cell vectors (angstrom)
a	16.32	0	0
b	0	16.32	0
c	0.3574	0.4022	35.3958

Atoms and the computed forces on them: element, x, y, z (angstrom), force x, y, z (eV/angstrom)
Si	16.389	0.878	35.383	0.333	-0.428	0.696
Si	2.986	2.719	0.209	0.036	-0.233	0.581
Si	15.896	5.948	0.161	0.262	-0.009	0.77
Si	2.766	9.071	35.28	0.282	-0.399	0.734
Si	0.184	10.873	0.019	-0.078	0.291	0.794
Si	3.596	13.909	35.369	-0.342	0.162	0.777
Si	6.49	16.231	35.268	-0.056	0.218	0.798
Si	8.673	3.165	35.019	0.336	-0.316	0.382
Si	5.398	5.622	35.333	-0.022	-0.324	0.57
Si	8.607	8.175	0.038	-0.218	0.084	0.741
Si	5.394	11.26	0.172	0.044	-0.289	0.726
Si	8.346	13.573	0.248	0.048	-0.011	0.426
Si	11.241	16.042	0.1	-0.024	0.209	0.725
Si	13.867	2.805	0.314	-0.263	0.054	0.675
Si	10.723	5.883	0.073	0.124	-0.205	0.807
Si	13.852	8.276	0.132	-0.214	0.033	0.687
Si	10.846	11.649	35.261	0.238	0.075	0.537
Si	13.923	14.39	35.331	0.061	-0.295	0.807
Si	1.443	1.404	1.32	-0.014	0.023	-0.041
Si	4.233	3.999	1.669	-0.059	0.024	0.017
Si	1.404	6.981	1.248	0.057	-0.012	-0.06
Si	4.11	9.638	1.266	0.032	-0.046	-0.027
Si	1.485	12.448	1.213	0.043	-0.034	-0.07
Si	4.377	15.035	1.302	0.019	0.029	-0.055
Si	7.053	1.362	1.118	-0.062	-0.012	-0.093
Si	9.529	4.185	1.207	-0.019	0.012	-0.077
Si	7.072	6.949	1.318	0.155	0.399	0.375
Si	9.606	9.748	1.43	-0.013	-0.048	-0.05
Si	6.903	12.335	1.573	-0.009	-0.031	-0.052
Si	9.736	14.958	1.499	0.014	0.027	-0.023
Si	12.28	1.454	1.367	-0.065	-0.01	-0.06
Si	15.017	4.328	1.604	0.012	0.004	-0.003
Si	12.306	7.017	1.395	-0.017	0.008	-0.065
Si	15.09	9.703	1.471	0.035	-0.018	-0.063
Si	12.307	12.325	1.098	-0.011	-0.011	-0.077
Si	15.042	15.134	1.33	-0.003	0.006	-0.061
Si	0.171	2.871	2.743	0.019	-0.039	-0.006
Si	2.91	0.077	2.622	-0.025	0.017	0.006
Si	0.136	8.294	2.762	0.002	0.007	0.044
Si	2.773	5.571	2.68	-0.042	0.02	0.011
Si	0.147	13.777	2.627	-0.027	-0.014	0.001
Si	2.803	11.044	2.658	-0.016	0.025	0.009
Si	5.765	2.666	2.73	0.068	-0.034	-0.036
Si	8.359	0.13	2.685	0.018	0.027	0
Si	5.511	8.239	2.59	0.024	0.015	-0.026
Si	8.313	5.543	2.732	-0.007	0.013	-0.006
Si	5.572	13.746	2.842	-0.033	-0.012	0.038
Si	8.232	10.947	2.858	-0.023	-0.027	0.03
Si	10.91	2.866	2.645	0.018	0.021	0.02
Si	13.695	0.149	2.743	0.018	0	0.01
Si	10.999	8.384	2.761	0.01	0.001	0.05
Si	13.599	5.657	2.848	-0.032	0.008	0.046
Si	11.095	13.584	2.749	0.015	-0.04	0.035
Si	13.643	11.073	2.65	-0.031	0.044	0.003
Si	1.487	4.229	4.107	0.013	0	0.046
Si	4.254	1.424	4.044	-0.028	0.03	0.006
Si	1.488	9.683	4.079	0.02	-0.019	-0.014
Si	4.179	6.913	4.018	0.003	-0.018	0.003
Si	1.525	15.081	4.025	0.018	0.016	-0.015
Si	4.164	12.351	4.092	0.005	-0.027	-0.007
Si	6.986	4.156	4.089	-0.003	0.016	0.014
Si	9.643	1.506	4.084	0.006	-0.007	-0.006
Si	6.837	9.555	4.085	-0.029	-0.025	0.017
Si	9.655	6.94	4.08	0.014	0.003	-0.022
Si	6.968	15.128	4.099	-0.018	0.041	-0.015
Si	9.659	12.32	4.131	0.046	-0.003	-0.015
Si	12.267	4.201	4.085	-0.026	-0.004	0.003
Si	15.086	1.509	4.07	-0.011	0.013	-0.007
Si	12.372	9.711	4.109	-0.017	-0.021	-0.014
Si	15.063	6.969	4.132	0.029	0.004	-0.007
Si	12.39	15.043	4.09	-0.026	0.016	-0.015
Si	15.066	12.419	3.995	0.014	-0.007	-0.018
Si	0.141	0.134	10.889	-0.012	0.001	0.006
Si	2.846	2.846	10.873	0.004	-0.009	-0.001
Si	0.145	5.58	10.855	-0.006	0.015	-0.011
Si	2.858	8.291	10.89	-0.001	-0.017	-0.012
Si	0.136	11.013	10.88	0.002	-0.01	-0.003
Si	2.845	13.719	10.904	0.007	0.011	0.006
Si	5.551	16.423	10.866	0.003	0	-0.005
Si	8.279	2.834	10.891	-0.002	0	0.004
Si	5.56	5.57	10.898	0.001	-0.016	-0.006
Si	8.267	8.293	10.906	0.002	0.008	0.005
Si	5.543	10.997	10.905	-0.008	-0.001	-0.005
Si	8.263	13.705	10.886	0.016	0.003	-0.006
Si	11	16.437	10.865	0.004	0.008	-0.014
Si	13.744	2.853	10.884	-0.004	0.016	0.004
Si	11.002	5.562	10.889	-0.012	-0.007	0.006
Si	13.74	8.303	10.869	0.002	-0.01	-0.007
Si	10.988	11.005	10.877	0.01	0	-0.001
Si	13.721	13.736	10.889	-0.005	0.002	0.008
Si	1.517	1.481	12.258	0	0.025	0.007
Si	4.199	4.205	12.243	0.009	0.011	0.004
Si	1.49	6.938	12.236	0.002	-0.015	-0.001
Si	4.201	9.637	12.288	-0.009	0	0.014
Si	1.49	12.346	12.266	-0.023	-0.015	-0.002
Si	4.21	15.078	12.263	0.009	0.004	0
Si	6.907	1.454	12.224	-0.009	-0.019	-0.009
Si	9.631	4.206	12.247	0.007	-0.006	0.014
Si	6.903	6.935	12.274	0.005	0	-0.004
Si	9.625	9.666	12.257	-0.008	-0.013	0.001
Si	6.888	12.369	12.271	-0.011	-0.01	0.011
Si	9.632	15.074	12.22	0.007	0.017	0
Si	12.364	1.473	12.214	-0.019	-0.015	-0.004
Si	15.128	4.22	12.225	-0.001	-0.005	0.006
Si	12.383	6.941	12.218	0.006	0.004	-0.008
Si	15.102	9.661	12.24	0.003	0.008	-0.004
Si	12.35	12.364	12.231	0	0.009	0.003
Si	15.094	15.093	12.239	-0.003	0.003	-0.001
Si	0.169	2.863	13.6	0.012	-0.001	0.008
Si	2.876	16.438	13.641	0.007	-0.005	0.004
Si	0.17	8.33	13.606	-0.015	-0.002	0.002
Si	2.843	5.578	13.597	0.001	0.016	-0.005
Si	16.439	13.718	13.598	0.009	0.017	-0.014
Si	2.842	10.993	13.662	-0.008	0.019	0.006
Si	5.552	2.814	13.579	-0.006	0.014	-0.008
Si	8.241	16.394	13.583	0.007	0.002	-0.002
Si	5.55	8.28	13.672	0.013	-0.038	0.013
Si	8.269	5.566	13.617	-0.008	0	-0.004
Si	5.531	13.721	13.667	-0.017	0.015	0.007
Si	8.244	11.012	13.63	0.042	0.004	0.002
Si	10.993	2.816	13.569	0.005	0	0.012
Si	13.721	16.447	13.587	0.018	-0.007	0.006
Si	11.016	8.296	13.574	0.021	-0.006	-0.007
Si	13.786	5.612	13.563	-0.006	0.019	0.01
Si	10.98	13.719	13.585	-0.007	-0.009	0.003
Si	13.731	11.021	13.584	-0.007	-0.003	-0.005
Si	1.532	4.219	14.984	0.002	-0.001	-0.007
Si	4.239	1.488	15.017	0.01	-0.01	0.02
Si	1.491	9.656	15.063	-0.005	-0.036	0.026
Si	4.148	6.924	15.019	-0.024	-0.012	0.017
Si	1.512	15.031	14.957	-0.005	-0.02	-0.009
Si	4.167	12.358	15.048	0.014	-0.009	-0.011
Si	6.882	4.179	14.937	0.009	0.012	-0.007
Si	9.589	1.446	14.906	-0.017	-0.004	-0.003
Si	6.918	9.646	15.029	-0.02	0.004	0.047
Si	9.673	6.932	14.935	-0.001	0.045	-0.011
Si	6.902	15.075	15.029	0.02	-0.008	0.008
Si	9.582	12.413	14.968	0.001	0.016	0
Si	12.43	4.189	14.83	-0.01	0.012	-0.021
Si	15.119	1.481	14.916	-0.019	0.026	-0.004
Si	12.372	9.664	14.929	0.003	-0.003	-0.002
Si	15.14	6.991	14.956	-0.018	-0.007	0.013
Si	12.366	15.057	14.93	-0.001	0.003	0.002
Si	15.061	12.387	14.968	-0.003	-0.006	0.005
Si	16.45	16.386	16.244	0.003	-0.004	-0.026
Si	2.863	2.838	16.375	-0.002	0.039	0.013
Si	0.214	5.648	16.306	-0.005	0.016	-0.017
Si	2.843	8.287	16.476	0.006	0.001	-0.008
Si	16.421	11.077	16.362	-0.028	0.026	-0.01
Si	2.786	13.694	16.438	-0.024	-0.02	0.047
Si	5.603	16.472	16.425	0.009	0.004	0.013
Si	8.242	2.814	16.275	0.045	-0.013	-0.006
Si	5.466	5.466	16.307	-0.036	-0.025	0.014
Si	8.346	8.284	16.341	0.062	-0.008	-0.052
Si	5.536	11.007	16.409	0.01	-0.008	-0.007
Si	8.219	13.702	16.432	-0.011	-0.007	0.022
Si	10.951	16.391	16.222	-0.014	-0.013	0.009
Si	13.795	2.904	16.227	0.012	-0.008	0.021
Si	11.09	5.522	16.175	-0.003	-0.035	0.026
Si	13.769	8.364	16.304	-0.014	0.003	-0.003
Si	10.994	11.055	16.232	-0.022	0.015	-0.075
Si	13.697	13.719	16.357	-0.006	0.002	0.003
Si	1.454	1.408	17.602	0.019	-0.016	-0.013
Si	4.175	4.153	17.854	0.034	-0.004	-0.009
Si	1.466	6.937	17.862	0.011	-0.003	0.031
Si	4.21	9.68	17.836	-0.065	0.006	-0.004
Si	1.361	12.376	17.879	-0.008	-0.007	0.003
Si	4.191	15.085	17.718	0.032	0.037	-0.02
Si	6.988	1.534	17.821	-0.048	-0.008	0.034
Si	9.743	4.12	17.481	-0.008	-0.029	-0.029
Si	6.906	6.821	17.51	-0.012	-0.067	0.07
Si	9.72	9.745	17.656	-0.021	-0.03	0.106
Si	6.847	12.32	17.853	0.039	0.046	0.017
Si	9.626	15.101	17.711	0.023	-0.003	-0.018
Si	12.357	1.492	17.407	-0.003	0.021	-0.06
Si	15.184	4.285	17.597	-0.012	-0.013	-0.016
Si	12.462	6.859	17.518	-0.006	0.027	0.001
Si	15.019	9.811	17.738	-0.01	0.04	0.018
Si	12.26	12.369	17.69	-0.034	-0.046	0.017
Si	15.116	15.08	17.657	0.005	-0.001	-0.007
Si	16.458	2.812	18.895	-0.018	0.017	0.037
Si	2.758	16.397	19.029	-0.028	-0.015	0.034
Si	16.36	8.442	19.078	0.05	0.002	0.028
Si	2.83	5.549	19.291	0.003	-0.002	0.039
Si	16.287	13.814	19.277	-0.009	-0.056	0.036
Si	2.754	10.987	19.248	-0.001	0.006	0.003
Si	5.504	2.694	19.277	-0.03	0.023	0.046
Si	8.464	0.25	19.15	0.027	0.004	0.047
Si	5.719	8.232	18.953	0.001	0.002	0.011
Si	8.419	5.508	18.739	0.132	0.237	-0.443
Si	5.467	13.778	19.188	-0.009	-0.037	0.016
Si	8.302	10.929	19.183	-0.012	-0.01	-0.014
Si	11.094	2.778	18.852	-0.033	-0.015	0.068
Si	13.672	16.506	18.768	0.005	-0.005	0.029
Si	11.17	8.277	18.801	0.064	0.063	0
Si	13.885	5.673	18.978	0.08	-0.009	0.027
Si	10.909	13.681	19.102	-0.05	-0.003	0.043
Si	13.67	11.228	19.168	0.219	0.248	-0.392
Si	1.71	3.712	20.388	0.053	0.283	-0.741
Si	3.913	1.433	20.513	0.239	-0.01	-0.673
Si	1.365	9.624	20.653	0.039	0.057	-0.763
Si	4.644	6.735	20.332	-0.402	0.109	-0.769
Si	1.557	15.027	20.492	-0.223	0.128	-0.706
Si	3.739	12.719	20.492	0.178	-0.074	-0.77
Si	6.551	4.205	20.727	-0.248	-0.5	-0.357
Si	10.3	1.208	20.449	-0.229	-0.01	-0.726
Si	7.616	8.885	20.194	0.075	0.134	-0.471
Si	9.362	7.301	19.77	-0.047	0.232	-0.524
Si	7.132	15.063	20.308	-0.247	0.157	-0.794
Si	9.238	12.646	20.502	0.456	-0.298	-0.791
Si	12.597	4.086	20.025	-0.012	0.039	-0.661
Si	14.695	1.805	20.081	0.137	0.022	-0.756
Si	12.668	8.751	20.54	0.188	-0.516	-0.643
Si	14.714	7.439	20.377	-0.371	0.049	-0.48
Si	12.364	15.166	20.14	-0.074	-0.032	-0.487
Si	14.504	12.91	20.607	0.259	-0.052	-0.703
Si	14.97	14.897	24.73	-0.027	-0.043	-0.09
Si	15.507	7.976	23.335	-0.088	-0.04	-0.174
Si	1.88	7.686	24.966	-0.012	-0.037	-0.131
Si	14.659	5.235	24.099	0.193	0.135	-0.233
Si	12.97	12.892	25.977	0.024	0.052	-0.16
Si	16.152	0.415	22.515	0.246	0.054	-0.062
Si	5.378	15.88	22.653	-0.072	0.133	-0.272
Si	10.247	2.746	23.245	-0.104	0.053	-0.309
Si	7.718	4.649	23.472	0.028	0.088	-0.322
Si	8.666	7.476	22.509	-0.097	0.08	-0.183
Si	5.099	12.783	23.042	0.025	0.1	-0.056
Si	8.146	12.41	23.243	0.148	0.025	-0.183
Si	9.42	0.91	25.359	-0.166	-0.004	-0.051
Si	0.697	3.343	23.206	-0.135	-0.158	-0.189
Si	11.343	7.986	23.369	-0.143	-0.083	-0.2
Si	13.921	3.602	26.578	0.083	-0.037	-0.07
Si	8.963	11.222	25.792	-0.004	0.184	-0.12
Si	15.699	10.94	22.776	-0.02	-0.09	-0.242
Si	13.713	0.685	26.76	0.041	-0.002	-0.088
Si	5.452	4.04	25.186	-0.135	0.037	-0.108
Si	2.782	5.142	24.046	-0.042	0.063	-0.115
Si	5.989	6.569	31.126	-0.061	-0.051	0.261
Si	11.536	15.03	27.661	0.042	-0.094	0.019
Si	3.612	12.317	25.719	-0.071	-0.094	-0.074
Si	6.371	1.265	25.02	-0.013	0.034	-0.099
Si	12.124	5.023	22.746	-0.1	0.157	-0.158
Si	3.067	7.6	22.489	-0.01	0.078	-0.007
Si	11.819	9.975	25.696	0.019	0.039	-0.08
Si	3.283	10.592	28.189	0.075	0.126	0.064
Si	8.625	14.178	25.569	0.032	-0.099	-0.112
Si	13.033	5.12	30.854	0.121	0.09	0.082
Si	11.631	5.111	28.183	0.033	0.131	-0.113
Si	11.768	8.246	28.188	-0.082	-0.15	-0.029
Si	0.539	12.621	25.223	-0.085	-0.1	-0.149
Si	12.337	15.018	30.626	-0.135	0.072	0.196
Si	2.532	1.001	28.037	-0.161	0.079	0.193
Si	15.907	2.031	28.085	-0.006	0.055	-0.062
Si	3.852	14.603	27.844	0.007	-0.044	0.065
Si	15.667	3.57	30.73	-0.112	0.074	0.266
Si	3.802	5.758	29.195	0.133	0.027	-0.029
Si	15.903	13.149	33.204	-0.049	0.027	0.291
Si	4.61	7.82	33.62	0.012	-0.013	-0.101
Si	6.78	13.917	28.027	0.021	-0.099	-0.108
Si	9.685	2.656	28.013	0.094	-0.003	0.059
Si	2.357	7.921	27.953	-0.073	-0.054	0.029
Si	6.949	1.68	28.018	-0.032	0.1	-0.079
Si	0.756	10.981	29.462	-0.021	-0.063	0.088
Si	7.583	11.044	28.33	0.078	-0.071	0.155
Si	10.018	10.301	29.744	0.105	0.042	0.045
Si	0.336	8.303	30.347	0.003	-0.218	-0.06
Si	8.76	15.605	29.088	0.14	0.037	0.06
Si	14.637	13.532	30.435	0.047	0.104	0.142
Si	0.469	1.952	32.774	-0.191	-0.266	0.185
Si	2.744	0.701	31.194	0.067	0.03	0.263
Si	2.923	12.733	30.12	0.144	-0.089	0.102
Si	6.572	4.181	32.973	0.09	0.025	0.112
Si	1.581	4.626	33.882	-0.034	0.029	0.095
Si	2.486	14.249	32.57	0.013	-0.023	0.202
Si	4.549	3.138	27.978	0.113	0.035	-0.069
Si	10.231	2.008	33.66	-0.569	0.176	0.339
Si	6.967	9.813	33.545	0.034	-0.004	0.085
Si	7.497	9.247	30.689	-0.078	-0.063	0.059
Si	4.998	1.65	33.202	-0.026	0.112	0.324
Si	12.216	12.224	31.125	-0.188	-0.005	0.116
Si	12.373	4.261	33.639	0.038	0.138	0.227
Si	1.545	5.837	31.349	-0.108	-0.157	0.107
Si	12.612	10.159	33.176	-0.135	-0.152	0.188
Si	13.503	8.108	30.855	-0.041	0.12	0.297
Si	10.363	0.997	30.719	0.026	0.191	0.116
Si	15.32	12.483	27.945	0.06	0.054	-0.123
O	2.329	5.348	32.667	0.612	0.23	-0.108
O	2.618	4.512	35.092	0.107	0.434	0.301
O	2.377	15.51	31.587	-0.45	-0.299	-0.296
O	16.657	0.656	33.762	0.124	-0.563	-0.341
O	15.223	7.499	34.999	0.065	-0.032	-0.4
O	16.622	5.534	34.199	-0.337	0.032	-0.55
O	4.892	7.138	32.192	-0.215	0.138	-0.137
O	3.261	8.693	33.744	-0.408	0.318	-0.678
O	1.5	1.616	31.606	0.036	0.468	-0.649
O	16.09	11.785	34.065	-0.601	-0.376	-0.297
O	3.304	14.61	33.918	0.26	0.256	-0.308
O	1.027	13.858	33.137	0.009	0.29	0.087
O	5.877	0.443	33.846	-0.036	-0.088	-0.532
O	4.084	2.299	34.39	0.03	-0.268	0.079
O	7.957	4.046	33.803	0.342	0.203	-0.182
O	6.502	5.859	0.209	0.333	-0.092	-0.373
O	8.067	2.867	28.042	-0.11	0.589	0.187
O	5.47	4.727	33.999	-0.617	-0.243	-0.381
O	8.399	9.264	34.056	0.429	-0.03	-0.311
O	6.866	10.03	31.956	-0.275	0.679	-0.38
O	6.612	11.204	34.261	0.482	0.179	-0.434
O	4.647	12.718	35.005	-0.005	-0.021	-0.298
O	9.718	12.845	34.869	-0.164	-0.038	-0.367
O	7.639	15.069	34.907	0.075	0.076	-0.365
O	10.02	1.87	32.044	-0.344	0.466	-0.467
O	10.697	0.554	34.201	-0.043	-0.327	-0.369
O	15.307	2.086	35.262	0.053	0.183	-0.228
O	13.784	4.033	34.373	0.226	0.416	-0.384
O	10.068	7.464	34.952	-0.221	-0.089	-0.418
O	11.738	5.663	34.114	0.024	0.194	-0.489
O	13.643	9.588	34.287	0.08	0.117	-0.17
O	10.524	9.143	28.73	-0.42	-0.006	-0.041
O	11.25	10.588	34.027	-0.356	-0.296	-0.151
O	12.89	11.593	32.469	0.623	0.337	0.19
O	14.763	14.004	33.983	0.159	-0.088	-0.422
O	12.77	15.473	34.886	-0.102	-0.047	-0.629
O	0.733	3.896	21.682	-0.544	0.43	-0.032
O	3.123	8.178	24.009	0.543	0.447	0.094
O	4.368	0.586	21.862	0.13	-0.026	0.266
O	2.851	2.632	20.919	-0.028	-0.06	0.161
O	0.593	10.58	21.74	-0.009	0.451	0.179
O	16.169	11.571	24.19	-0.198	-0.042	0.204
O	4.474	7.604	21.72	0.44	0.458	0.227
O	2.067	8.428	21.524	0.066	-0.424	-0.138
O	1.021	15.846	21.825	0.091	0.045	0.431
O	15.181	15.774	23.384	-0.282	-0.133	-0.273
O	4.211	12.048	21.905	-0.001	-0.449	0.275
O	2.626	13.855	20.927	-0.075	-0.081	0.324
O	5.655	5.545	20.738	0.062	0.036	-0.058
O	9.075	3.798	23.622	0.12	0.095	0.379
O	9.977	2.107	21.773	0.016	0.364	0.075
O	10.428	1.481	24.237	0.716	-0.527	0.173
O	7.638	8.569	21.845	-0.548	0.324	0.559
O	7.957	4.536	19.995	0.219	0.025	0.166
O	12.026	8.934	24.476	0.516	0.085	0.103
O	9.59	6.835	21.336	0.118	-0.243	0.065
O	8.192	13.881	20.637	0.006	0.119	0.024
O	6.693	15.771	21.712	0.241	0.431	0.213
O	9.285	12.197	22.085	0.363	-0.263	0.475
O	8.364	11.203	24.292	-0.13	-0.571	-0.091
O	15.974	4.321	23.95	0.066	0.145	0.501
O	11.762	4.92	21.171	-0.247	0.263	-0.253
O	13.632	2.939	20.623	0.145	0.206	0.311
O	15.202	0.996	21.373	-0.351	-0.096	0.214
O	12.966	10.349	20.388	-0.253	0.265	0.212
O	11.621	6.379	23.488	-0.021	-0.071	0.267
O	15.46	7.274	21.86	0.063	-0.059	0.11
O	14.947	9.51	23.124	-0.572	0.155	-0.109
O	13.432	14.148	20.956	0.071	0.123	0.499
O	11.37	16.313	20.871	-0.204	-0.191	0.566
O	16.403	14.139	24.863	0.35	0.317	-0.014
O	14.829	12.092	22.006	-0.053	-0.097	0.59
O	14.59	15.995	25.851	0.284	0.206	0.073
O	14.662	0.979	28.052	-0.253	-0.104	0.472
O	2.129	3.677	23.888	0.137	-0.55	0.372
O	0.409	1.738	23.304	0.114	-0.217	0.245
O	14.795	6.853	24.279	-0.331	0.07	0.417
O	13.918	4.681	25.399	-0.143	0.378	0.214
O	1.871	8.295	26.445	-0.029	0.307	0.266
O	1.98	6.067	25.118	-0.517	-0.326	0.686
O	11.967	8.49	21.969	-0.253	0.13	0.035
O	12.498	11.438	25.407	0.078	-0.125	-0.529
O	11.785	13.845	26.572	-0.394	-0.137	-0.222
O	2.12	12.35	25.098	0.06	-0.045	-0.059
O	5.769	16.383	24.134	-0.077	-0.262	0.56
O	4.812	14.378	22.874	-0.277	-0.027	0.116
O	9.438	15.598	25.492	0.302	-0.224	-0.118
O	11.579	3.649	23.394	0.32	-0.172	0.318
O	6.863	3.91	22.292	-0.305	-0.465	0.404
O	6.287	1.148	26.627	-0.036	-0.229	0.313
O	9.733	8.202	23.49	-0.085	0.278	0.523
O	7.925	6.23	23.194	-0.31	-0.041	0.199
O	3.851	11.083	26.754	0.226	-0.177	-0.338
O	3.494	9.006	28.425	0.749	-0.264	0.068
O	8.271	13.837	24.021	-0.104	0.568	-0.235
O	6.628	12.381	22.687	-0.057	-0.101	-0.497
O	7.967	1.362	24.774	0.26	0.43	-0.265
O	9.858	1.641	26.745	0.486	0.023	-0.056
O	12.94	4.329	27.636	0.138	-0.218	0.033
O	0.612	8.155	24.074	-0.041	0.539	-0.002
O	12.383	9.145	26.978	0.451	0.034	0.126
O	13.736	4.999	22.802	0.313	0.061	-0.247
O	16.42	12.475	26.77	0.268	-0.213	0.267
O	11.438	6.69	27.719	-0.405	0.002	-0.623
O	9.321	12.795	26.12	0.51	0.084	0.193
O	10.257	10.289	25.914	-0.123	-0.194	0.299
O	15.587	11.168	28.871	-0.36	-0.416	-0.109
O	13.807	13.736	24.839	-0.245	-0.298	-0.239
O	3.078	15.943	27.403	-0.019	-0.009	-0.249
O	13.385	2.137	26.094	-0.572	0.044	-0.356
O	6.908	4.647	24.869	0.098	0.082	0.487
O	5.484	2.539	24.579	-0.28	-0.134	-0.292
O	4.316	4.935	24.475	0.324	0.384	0.106
O	1.018	7.853	28.908	-0.245	-0.185	-0.188
O	3.214	6.538	27.903	0.107	-0.268	-0.65
O	5.892	8.711	34.006	-0.04	-0.029	0.101
O	0.859	9.816	30.568	0.196	0.212	0.472
O	13.46	12.443	30.121	0.176	-0.446	-0.668
O	3.824	13.67	26.543	0.303	0.086	-0.135
O	1.668	10.699	28.153	-0.539	-0.182	-0.706
O	7.716	0.411	28.61	-0.272	-0.114	-0.194
O	7.331	14.348	26.546	-0.454	-0.003	-0.152
O	9.095	9.487	30.801	0.173	-0.264	0.371
O	11.848	5.202	29.779	-0.365	-0.111	0.258
O	2.667	6.01	22.653	0.032	-0.145	-0.352
O	5.236	6.277	29.729	0.157	0.334	-0.376
O	7.85	10.604	26.797	-0.504	-0.601	-0.066
O	6.683	5.222	31.735	0.47	-0.16	-0.201
O	3.78	11.493	29.465	0.569	-0.358	0.242
O	4.682	12.254	24.508	0.012	-0.114	0.314
O	9.306	16.098	30.521	-0.167	-0.611	0.526
O	7.873	14.272	29.173	-0.055	-0.367	0.668
O	13.421	6.586	31.4	-0.058	-0.176	0.623
O	10.375	4.122	27.842	-0.159	0.268	-0.031
O	0.479	4.692	30.976	0.108	-0.092	-0.221
O	14.323	4.333	30.291	0.058	0.056	-0.748
O	12.737	9.062	31.952	-0.263	-0.315	-0.233
O	11.155	11.177	30.493	0.093	-0.141	0.099
O	13.937	14.924	30.923	0.311	0.487	0.166
O	15.471	12.929	31.675	-0.152	-0.156	-0.25
O	13.892	12.516	27.24	-0.357	-0.025	0.453
O	12.213	14.656	29.058	0.106	-0.232	-0.24
O	12.283	16.356	27.109	-0.439	0.409	-0.246
O	0.973	1.285	27.682	-0.134	-0.344	-0.197
O	16.142	2.604	29.553	0.212	-0.058	0.061
O	15.492	2.617	32.051	-0.606	-0.051	0.043
O	1.15	3.109	33.653	0.145	-0.149	0.049
O	3.094	13.993	29.13	-0.199	0.544	-0.061
O	3.238	13.108	31.669	0.23	-0.329	0.207
O	15.426	3.29	27.147	0.219	0.306	0.118
O	3.387	2.202	27.379	-0.119	0.008	-0.644
O	5.232	3.988	26.781	0.083	0.222	0.316
O	11.631	13.739	31.404	-0.58	0.025	0.468
O	2.89	0.909	29.613	0.223	0.142	0.01
O	4.41	6.821	34.88	-0.391	0.232	0.221
O	1.633	10.175	34.932	-0.107	-0.027	-0.092
O	3.872	4.175	28.988	-0.336	-0.388	0.477
O	5.414	14.744	28.259	0.047	0.512	0.114
O	10.285	1.943	29.379	0.246	0.211	-0.051
O	6.029	2.721	32.545	0.133	-0.064	-0.348
O	6.951	9.882	29.285	-0.702	-0.313	-0.216
O	2.705	6.041	30.301	-0.089	0.222	-0.025
O	7.125	7.68	30.83	0.301	-0.273	-0.296
O	5.663	2.277	28.796	-0.158	-0.047	0.493
O	4.075	1.121	32	0.035	-0.014	-0.176
O	1.359	12.317	30.13	-0.479	0.359	0.236
O	6.586	12.32	28.226	-0.672	-0.283	0.081
O	9.055	11.361	28.966	0.153	0.726	-0.29
O	12.485	4.233	32.06	-0.249	-0.37	-0.445
O	11.456	3.005	34.012	0.321	-0.025	0.115
O	0.814	7.269	31.492	0.051	0.04	0.574
O	15.051	8.417	30.502	-0.048	0.26	0.037
O	11.776	16.513	30.923	0.497	0.148	0.1
O	9.981	15.328	28.045	-0.174	0.149	-0.23
O	12.789	8.18	29.421	0.196	-0.16	-0.193
O	15.426	13.713	29.024	0.246	0.44	-0.091
Si	0.151	0.133	5.394	0.009	0.002	-0.007
Si	2.895	2.841	5.396	-0.022	-0.017	0
Si	0.099	5.568	5.457	-0.015	0.019	-0.004
Si	2.856	8.297	5.413	-0.002	-0.006	0
Si	0.092	11.039	5.397	-0.014	0.012	-0.008
Si	2.821	13.717	5.442	0.007	-0.004	0.009
Si	5.571	0.104	5.47	0.024	0.013	-0.005
Si	8.309	2.837	5.492	0.016	0.008	-0.004
Si	5.552	5.534	5.385	-0.012	0.007	-0.014
Si	8.246	8.245	5.442	0.011	0.004	-0.004
Si	5.53	10.977	5.436	-0.008	-0.019	0.003
Si	8.309	13.735	5.444	0.004	0.005	0.004
Si	11.009	0.111	5.416	0.006	0.005	0.001
Si	13.696	2.857	5.417	0.005	0.003	-0.001
Si	10.974	5.576	5.473	0.017	0.007	0
Si	13.723	8.34	5.472	-0.012	-0.007	0.013
Si	11.001	10.996	5.506	0.002	-0.008	0.007
Si	13.761	13.734	5.454	-0.007	-0.017	-0.011
Si	1.508	1.488	6.761	0	0.001	-0.007
Si	4.216	4.2	6.785	0.008	-0.004	0.015
Si	1.488	6.937	6.78	-0.003	0.006	0.001
Si	4.19	9.634	6.816	0.014	0.005	-0.002
Si	1.453	12.37	6.795	-0.001	0.008	0.001
Si	4.2	15.06	6.806	-0.008	-0.003	-0.001
Si	6.917	1.484	6.821	-0.009	0.017	0.011
Si	9.644	4.213	6.848	-0.002	0.003	0
Si	6.899	6.884	6.794	0.016	-0.007	-0.001
Si	9.613	9.617	6.812	0.013	-0.01	0
Si	6.918	12.353	6.773	-0.014	-0.01	-0.017
Si	9.652	15.095	6.808	0.002	0.004	-0.005
Si	12.367	1.475	6.787	0.007	0.009	-0.008
Si	15.057	4.206	6.799	-0.001	-0.004	0.005
Si	12.36	6.941	6.805	-0.004	-0.012	-0.003
Si	15.09	9.689	6.813	-0.008	-0.006	0.003
Si	12.38	12.378	6.817	-0.005	-0.005	-0.004
Si	15.121	15.102	6.794	0.013	-0.002	-0.003
Si	0.131	2.843	8.13	-0.011	0.006	-0.004
Si	2.844	0.121	8.149	0.004	0.016	0.004
Si	0.137	8.303	8.147	0.01	-0.005	-0.007
Si	2.85	5.569	8.139	0.011	-0.01	-0.014
Si	0.128	13.737	8.174	-0.003	-0.004	-0.001
Si	2.826	11.008	8.155	-0.012	-0.014	-0.005
Si	5.563	2.85	8.17	0.005	0.004	0.01
Si	8.28	0.12	8.17	-0.003	-0.002	-0.008
Si	5.561	8.272	8.161	-0.012	-0.005	-0.007
Si	8.264	5.56	8.188	-0.007	-0.02	0.012
Si	5.559	13.697	8.157	0.005	-0.004	0.002
Si	8.264	10.998	8.158	0.011	0.003	-0.009
Si	11.019	2.837	8.169	-0.001	0.01	-0.007
Si	13.742	0.13	8.151	-0.006	0.014	-0.004
Si	10.987	8.277	8.176	-0.006	-0.013	-0.001
Si	13.718	5.576	8.165	0.001	0.014	0
Si	11.007	13.732	8.166	0.016	0.007	0
Si	13.726	11.023	8.184	0.004	0.009	0.004
Si	1.492	4.205	9.495	-0.006	0.006	0.009
Si	4.199	1.479	9.513	-0.001	0.011	-0.002
Si	1.49	9.646	9.527	-0.007	0.006	0.004
Si	4.203	6.92	9.523	0.005	0.003	0.011
Si	1.496	15.087	9.533	-0.002	-0.007	0.002
Si	4.191	12.354	9.529	-0.005	-0.005	0.003
Si	6.914	4.2	9.545	0.001	0.011	0.01
Si	9.641	1.486	9.521	0.01	0.01	-0.005
Si	6.908	9.643	9.533	0.008	-0.012	-0.004
Si	9.627	6.926	9.545	0.003	-0.001	-0.005
Si	6.917	15.064	9.514	-0.002	0.006	-0.001
Si	9.631	12.361	9.513	-0.009	-0.003	-0.007
Si	12.37	4.207	9.529	0.005	-0.013	-0.001
Si	15.103	1.491	9.516	0.014	-0.001	0.003
Si	12.356	9.651	9.521	0.005	-0.004	-0.008
Si	15.094	6.941	9.504	-0.013	-0.013	0.001
Si	12.375	15.089	9.513	-0.007	-0.003	-0.001
Si	15.088	12.381	9.537	-0.008	0.002	0.008

Results
total energy: -115455.843 eV
total energy less fixed offsets of O -438.35, Si -107.03 eV per atom: 10.497 eV
